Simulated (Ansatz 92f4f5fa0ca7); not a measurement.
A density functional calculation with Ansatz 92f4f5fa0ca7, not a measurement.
Periodic cell of 227 atoms, Si134O92H1, from a study of silicon, its oxide and their interface. The atomic structure is a simulated model.

Settings
functional: PBE
potential files: Ansatz PAW
basis: plane waves
wave-function cutoff: 700 eV
density cutoff ratio: 5
exchange-correlation grid ratio: 1
k mesh: 2 x 2 x 1, shifted by 0.5 0.5 0.5 of a step
self-consistency stop: 5e-08 eV per atom in the density residual
occupations: fixed
spin: none
net charge: +1 e, with a uniform compensating background and no finite-size correction

Cell vectors (angstrom)
a	10.938	0	0
b	0	10.938	0
c	0	0	32.0351

Atoms and the computed forces on them: element, x, y, z (angstrom), force x, y, z (eV/angstrom)
Si	0.2602	-0.2072	24.5106	0.039	0.0091	-0.0593
Si	5.9233	-0.1212	24.4427	0.0503	0.0082	-0.0653
Si	2.2959	2.9707	24.757	-0.0431	0.0055	-0.0506
Si	7.782	3.064	24.7706	-0.0356	0.0065	-0.0582
Si	0.1105	5.3116	24.6453	0.0269	-0.0109	-0.0208
Si	5.5884	5.3863	24.6005	0.0361	0.0159	-0.0372
Si	2.4524	8.4379	24.4773	-0.0291	-0.0098	-0.0263
Si	7.9172	8.3159	24.3814	-0.0284	-0.0208	-0.0585
Si	1.2915	1.3036	25.9982	0.0004	-0.001	0.0037
Si	6.839	1.3477	26.0218	-0.0061	0.011	0.0234
Si	4.007	4.153	25.8735	0.011	0.0142	0.0284
Si	9.4738	4.1749	25.949	0.0101	0	0.0265
Si	1.3405	6.8943	25.8949	-0.0087	-0.007	-0.0285
Si	6.7814	6.9101	25.9091	0.0081	-0.0019	-0.0185
Si	4.1256	9.6592	25.6657	0.0127	-0.0083	0.0183
Si	9.5409	9.5226	25.708	0.0112	-0.0019	0.0336
Si	2.7842	-0.0121	27.2315	0.0047	-0.0264	-0.0046
Si	8.27	-0.0417	27.2442	-0.0084	-0.0269	-0.0109
Si	-0.0719	2.7527	27.2759	0.0091	0.011	-0.0247
Si	5.3955	2.7609	27.2594	0.0014	0.0164	-0.0224
Si	2.7066	5.5232	27.2689	-0.0104	-0.0114	-0.005
Si	8.1468	5.5486	27.2915	-0.0069	-0.0105	-0.0122
Si	-0.0575	8.2304	27.2257	0.0001	0.0282	0.0004
Si	5.3963	8.2817	27.2088	0.0044	0.026	0.0061
Si	4.1018	1.3673	28.6169	-0.121	-0.0218	0.2244
Si	9.5708	1.3673	28.6169	-0.0465	-0.1649	0.3182
Si	1.3673	4.1018	28.6169	-0.1507	0.0694	-0.0717
Si	6.8362	4.1018	28.6169	-0.2596	0.0541	-0.0183
Si	4.1018	6.8362	28.6169	-0.0454	0.3536	-0.0158
Si	9.5708	6.8362	28.6169	-0.019	0.2573	0.2201
Si	1.3673	9.5708	28.6169	0.0461	-0.0627	-0.311
Si	6.8362	9.5708	28.6169	-0.0345	0.0252	-0.2342
Si	0	0	29.9841	0.0805	0.1454	-0.0062
Si	5.469	0	29.9841	0.1125	0.0871	-0.0108
Si	2.7345	2.7345	29.9841	-0.0525	-0.0829	-0.0139
Si	8.2035	2.7345	29.9841	-0.0514	-0.1344	-0.0219
Si	0	5.469	29.9841	0.0281	-0.0353	-0.0095
Si	5.469	5.469	29.9841	0.0448	-0.0023	-0.0064
Si	2.7345	8.2035	29.9841	-0.0112	-0.0992	0.0042
Si	8.2035	8.2035	29.9841	-0.0128	-0.0776	0.0127
Si	1.3673	1.3673	31.3514	-0.0089	-0.0064	0.0272
Si	6.8362	1.3673	31.3514	-0.048	0.0556	0.0105
Si	4.1018	4.1018	31.3514	-0.0229	0.0318	-0.0049
Si	9.5708	4.1018	31.3514	-0.0016	0.0581	-0.0203
Si	1.3673	6.8362	31.3514	-0.0171	0.0307	0.0051
Si	6.8362	6.8362	31.3514	0.0179	-0.0013	0.016
Si	4.1018	9.5708	31.3514	-0.0717	0.0187	-0.0166
Si	9.5708	9.5708	31.3514	-0.0171	-0.0049	-0.0055
Si	2.7345	0	0.6835	0.0721	-0.0066	-0.0018
Si	8.2035	0	0.6835	0.0257	0.025	0.0023
Si	0	2.7345	0.6835	-0.0106	-0.0125	-0.0034
Si	5.469	2.7345	0.6835	0.0281	-0.0508	0.0062
Si	2.7345	5.469	0.6835	-0.0235	-0.0107	0.0047
Si	8.2035	5.469	0.6835	0.0264	-0.0455	-0.0073
Si	0	8.2035	0.6835	0.0418	-0.0652	0.0015
Si	5.469	8.2035	0.6835	0.0112	-0.0212	-0.0067
Si	4.1018	1.3673	2.0507	-0.0689	0.0462	-0.0482
Si	9.5708	1.3673	2.0507	0.0421	0.0234	0.0545
Si	1.3673	4.1018	2.0507	-0.0201	-0.0031	0.0627
Si	6.8362	4.1018	2.0507	-0.0003	0.0768	-0.0204
Si	4.1018	6.8362	2.0507	0.0008	0.0255	0.0596
Si	9.5708	6.8362	2.0507	-0.0669	-0.0151	-0.0379
Si	1.3673	9.5708	2.0507	-0.031	0.0443	-0.0432
Si	6.8362	9.5708	2.0507	0.0016	-0.015	0.0565
Si	0	0	3.418	0.2353	-0.0379	-0.2646
Si	5.469	0	3.418	0.01	0.1608	0.257
Si	2.7345	2.7345	3.418	0.2222	-0.3648	-0.2682
Si	8.2035	2.7345	3.418	-0.1291	-0.0075	0.3012
Si	0	5.469	3.418	-0.2515	-0.0721	0.0152
Si	5.469	5.469	3.418	0.3193	-0.0982	0.0256
Si	2.7345	8.2035	3.418	0.1564	0.1939	0.1201
Si	8.2035	8.2035	3.418	0.0615	-0.2868	-0.1571
Si	1.436	1.3024	4.7673	0.011	-0.0105	0.0154
Si	6.8476	1.3527	4.8422	-0.0142	0.0099	-0.0028
Si	4.1773	4.0102	4.7473	0.0149	-0.0188	0.0131
Si	9.5688	4.0887	4.8148	-0.0143	0.0131	0.0034
Si	1.3731	6.8258	4.7487	-0.0018	0.002	0.0122
Si	6.8803	6.808	4.8068	0.0148	-0.0021	0.0077
Si	4.1225	9.5828	4.8239	0.0042	0.0028	-0.0076
Si	9.6054	9.5419	4.7354	-0.0033	-0.0024	0.0249
Si	2.7867	-0.0117	6.271	-0.0065	-0.0045	-0.0124
Si	8.2537	-0.0683	6.1252	0.0002	0.0016	-0.0056
Si	0.0428	2.6614	6.0666	0.0071	-0.0011	-0.007
Si	5.4831	2.6896	6.294	-0.0023	-0.0076	-0.0106
Si	2.7641	5.3983	5.9683	-0.0233	0.001	0.0045
Si	8.2361	5.4412	6.2683	-0.0043	-0.0034	-0.0189
Si	0.0586	8.2217	6.1194	0.0096	0.0072	-0.0066
Si	5.5287	8.232	6.156	-0.0048	0.0091	-0.0008
Si	3.8311	1.6194	7.6795	-0.0244	0.0265	0.0462
Si	9.9132	1.0268	7.3644	0.0145	-0.0265	0.0386
Si	1.6168	3.8593	7.3046	0.0265	-0.0059	0.026
Si	6.5296	4.3855	7.5846	-0.0274	0.0178	0.0323
Si	4.2763	6.596	7.2512	0.0029	-0.0093	-0.0034
Si	9.4487	7.1097	7.4612	-0.0106	0.0362	0.0387
Si	1.2039	9.7227	7.5593	-0.0296	0.0169	0.0307
Si	7.1654	9.3026	7.521	0.0236	-0.0166	0.0352
O	5.4002	5.5522	7.8173	0.0162	-0.0195	0.0281
O	0.0669	-0.0755	7.9664	-0.0008	0.0043	0.0223
O	2.7052	2.7973	7.9416	0.0071	-0.0076	0.0251
O	8.2815	8.1658	7.9588	-0.0002	0.0009	0.0224
O	1.3567	9.5917	23.9731	-0.0037	0.006	-0.0258
O	6.6485	4.1615	24.2484	-0.0109	0.007	-0.0195
O	6.9027	9.5713	23.9006	-0.0106	0.0054	-0.0077
O	2.7619	2.3804	23.2688	0.0001	0.0383	0.001
O	6.6527	9.9415	8.9555	0.0193	-0.0067	-0.005
O	0.9395	4.6042	8.5899	-0.0108	-0.0024	-0.0103
O	1.7717	9.0795	8.986	-0.0035	0.0042	-0.0163
O	6.7904	3.9389	9.1614	0.0142	0.0022	-0.0021
O	10.2867	6.7071	8.8405	-0.0153	-0.0205	-0.0105
O	4.2121	1.1067	9.2103	0.0024	0.0119	-0.0107
O	3.429	7.0962	8.5431	0.0073	-0.0003	0.0163
O	9.2025	1.7262	8.6687	0.0171	-0.0176	0.0074
O	5.7701	0.9746	23.1475	-0.0123	-0.0354	0.0006
O	8.2161	2.4237	23.2864	-0.0031	0.0332	-0.0166
O	12.0362	4.032	24.337	0.005	0.007	-0.0425
O	5.1774	6.1605	23.165	-0.0177	-0.0226	0.0126
O	8.3541	7.4043	23.0265	0.0102	0.022	0.0172
O	8.1375	4.005	18.9262	-0.0286	-0.0042	-0.0112
O	2.9565	7.6335	23.1131	0.0103	0.0046	0.0025
O	10.6755	0.674	23.2037	0.006	-0.0277	-0.0033
Si	7.1132	10.3505	10.4698	0.0068	-0.0034	0.0032
Si	4.5469	12.0212	10.8147	0.001	0.0055	0.0058
Si	7.9446	4.9881	17.6091	0.0036	-0.0014	-0.0051
Si	-0.2111	7.3404	19.7501	0.0022	0.0003	0.0001
Si	4.1399	13.4862	15.3234	-0.0024	-0.001	-0.0059
Si	0.2692	1.1363	17.5932	0.0002	0.0054	-0.0073
Si	12.7136	1.977	19.8764	-0.0038	0.0062	-0.0015
Si	5.6539	1.7457	21.7474	-0.0169	-0.0266	0.009
Si	7.1138	3.4206	15.0555	0.0012	-0.0038	-0.0074
Si	3.7315	-2.1572	18.1478	-0.0009	0.0016	-0.006
Si	4.3233	0.2416	19.4206	-0.0017	-0.0027	0.0044
Si	8.0017	4.0556	10.2413	0.0087	0.0026	-0.0033
Si	9.1895	1.4861	10.2762	0.0067	-0.0025	0.004
Si	10.6575	5.2318	9.4371	-0.0052	-0.0054	-0.001
Si	-0.1875	6.9312	13.8597	0.0018	0.0003	-0.0021
Si	5.9127	6.9896	17.3704	-0.001	0.0026	-0.0089
Si	10.5031	1.0586	21.6445	0.0032	-0.0016	0.0018
Si	2.742	7.9627	9.6987	-0.0008	0.0076	0.0091
Si	7.0215	-0.0399	18.0515	0.0029	0.0029	-0.0098
Si	6.9482	2.909	19.1427	-0.009	-0.0023	0.007
Si	14.0633	3.4232	22.0721	-0.0115	0.0078	0.0112
Si	11.3783	1.3272	12.3158	-0.0048	0.0018	-0.0046
Si	7.5435	-2.06	15.7531	0.0053	0.0038	-0.0108
Si	9.9847	2.4189	14.902	0.0046	0.0018	-0.0082
Si	2.5964	10.7394	16.03	0.0007	-0.0008	-0.0078
Si	1.2023	-1.3805	13.4086	-0.0037	0.0007	-0.0018
Si	7.8259	5.7499	12.9283	-0.0014	0.0011	-0.0039
Si	-1.448	10.2158	19.5575	0.0009	-0.003	-0.0008
Si	8.4919	3.1996	21.9024	-0.0028	-0.0163	0.0134
Si	9.9299	-3.9821	16.6912	0.0072	0.001	-0.01
Si	3.7442	6.4023	22.3981	-0.0038	-0.009	0.0075
Si	1.5257	5.7438	11.6774	-0.001	-0.0053	-0.0019
Si	4.3426	15.3307	17.8792	-0.0082	-0.0057	-0.0029
Si	3.8228	9.3728	12.0374	0.0012	-0.0044	-0.0034
Si	9.2138	6.2278	22.2578	0.0112	-0.0063	0.0059
Si	2.7186	6.408	19.5522	-0.0019	-0.0012	0.0017
Si	3.0691	3.1805	12.4511	0.0015	0.0073	-0.0017
Si	6.6332	-2.367	12.9081	0.0024	0.0011	-0.001
O	7.9198	-0.9634	19.0872	0.0082	0.0287	-0.011
O	-0.4815	8.9474	19.9078	-0.0071	0.0103	-0.0038
O	13.9177	4.9619	22.5524	0.0144	-0.003	-0.0275
O	10.49	1.7451	16.2984	0.0109	0.0006	0.0019
O	2.7413	7.5158	18.3509	0.0204	0.0001	0.0115
O	3.9421	8.6316	10.5884	-0.0246	0.0051	0.0206
O	8.2139	2.6089	10.9596	0.0185	0.0097	-0.0295
O	-0.7761	0.1582	18.3655	0.0074	0.0043	0.0168
O	7.1695	9.0574	11.4574	-0.0179	0.0101	0.0093
O	5.3863	0.0526	18.1912	0.0009	0.001	0.0064
O	3.5361	-1.177	19.4581	0.0046	0.0026	-0.0243
O	-0.0576	8.5348	13.5621	0.0229	-0.0131	0.0026
O	4.272	13.4708	11.536	-0.0187	-0.0144	0.0004
O	0.0502	6.7583	15.4838	-0.0207	0.0171	-0.0092
O	7.838	5.1857	11.4017	0.0034	-0.0126	0.0056
O	3.1479	4.9547	18.8694	0.0185	0.0139	-0.0064
O	9.2962	4.375	9.3065	0.0054	0.0015	0.0296
O	0.793	2.3211	18.6198	0.0106	-0.0342	0.0098
O	-2.002	8.195	16.3051	-0.0093	-0.0065	0.0051
O	4.6902	3.0397	21.7009	-0.011	-0.0191	-0.0054
O	-5.8541	9.0624	13.0234	0.0082	-0.0003	-0.0135
O	14.3877	-1.4299	16.7117	-0.0097	0.0034	0.0138
O	1.7554	13.1837	12.3944	0.0013	-0.0002	0.0008
O	5.2965	0.5923	20.6809	0.0026	0.0451	0.007
O	-0.2631	1.6573	10.8956	-0.0254	-0.0071	0.012
O	7.2011	6.3401	18.1491	-0.0047	-0.0116	-0.0279
O	7.307	10.2955	16.5628	-0.0006	-0.0223	0.0079
O	0.1597	5.1566	10.9999	0.0113	0.006	-0.0095
O	12.575	-0.7186	14.8372	0.0079	-0.0036	-0.0091
O	9.6206	-4.2745	20.7419	0.0051	0.003	0.0166
O	6.7326	6.9517	12.9853	0.0186	0.0129	0.0051
O	6.0894	11.5149	10.9892	-0.0093	-0.0177	-0.0168
O	3.4653	14.226	14.0417	0.001	-0.0122	-0.0024
O	-1.5571	0.0933	20.9663	0.0241	0.0079	-0.0104
O	8.3558	2.391	14.9813	0.0014	0.0309	0.0022
O	5.246	8.1608	18.2701	-0.0176	-0.0149	-0.0119
O	5.7471	13.4762	15.0138	-0.0101	0.0094	0.0084
O	14.1492	1.4138	19.3205	0.0005	-0.0002	0.015
O	9.2831	-4.5837	13.4083	0.0015	-0.0014	0.001
O	8.6275	-0.0063	10.5596	-0.0155	0.027	-0.0124
O	1.2044	-4.3302	20.1667	0.0002	0.0045	-0.007
O	2.5233	8.8102	12.8331	0.0002	0.0205	-0.0026
O	6.387	7.7296	16	0.0151	-0.002	0.0223
O	-0.3447	7.1384	18.1457	0.0013	0.0036	-0.0019
O	1.9315	6.9767	10.7025	0.0034	-0.0019	0.0023
O	4.9041	5.7351	17.1212	0.0078	0.0056	0.0146
O	7.2757	4.5779	13.9296	0.0111	-0.0042	0.0091
O	3.5788	11.9543	15.5263	-0.0125	0.005	0.0067
O	3.7942	6.692	20.7783	-0.0249	-0.0092	-0.0029
O	10.4025	12.5146	13.5947	0.0114	0.0113	-0.0013
O	7.0742	4.1268	16.546	0.0159	0.0049	-0.0042
O	11.709	-0.2549	12.3367	0.0071	0.0028	0.017
O	11.9343	0.9161	20.8596	-0.0225	0.0207	-0.0091
O	-1.659	5.4428	16.8265	-0.0282	0.0008	0.0155
O	10.648	3.8957	14.7413	-0.0195	0.0092	0.0544
O	13.0692	3.2663	20.7979	0.0137	-0.0235	0.0109
O	7.0912	2.5724	20.9235	0.0166	0.0119	-0.0181
O	7.3903	12.4899	18.3783	0.0029	0.0072	0.0156
O	12.0152	6.1965	13.1708	-0.0134	0.0076	-0.0081
O	8.381	4.8055	21.9863	0.0138	-0.0121	-0.0067
O	3.6518	10.9603	11.6925	0.0191	-0.0118	-0.0045
O	5.4815	3.5603	18.8277	0.0069	-0.0033	-0.0088
O	1.5956	11.2296	17.2113	-0.0131	0.0099	-0.009
O	7.5093	9.2014	14.1606	-0.0206	-0.0179	-0.0019
O	2.7341	4.6614	11.8473	-0.0176	-0.0118	0.0057
O	9.8986	2.5948	21.3638	-0.0019	-0.0065	0.0033
O	3.8226	3.3694	16.726	0.0221	0.0013	-0.0031
O	10.5145	5.8884	23.181	-0.0246	-0.0086	-0.0046
H	10.5939	4.4808	15.5166	0.01	-0.0398	-0.0615

Results
free energy: -137547.212 eV
free energy less fixed offsets of H -17.10, O -569.03, Si -635.61 eV per atom: -7.612 eV

The program warned: the cutoff lies below the one the program advises for these potential files; the forces do not sum to zero within the program's tolerance; the exchange-correlation potential is rough where the density is thin.
